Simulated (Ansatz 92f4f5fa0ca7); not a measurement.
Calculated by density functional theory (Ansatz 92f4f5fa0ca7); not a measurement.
Periodic cell of 279 atoms, Si168O105H6, from a study of silicon, its oxide and their interface. The atomic structure is a simulated model.

Settings
functional: PBE
potential files: Ansatz PAW
basis: plane waves
wave-function cutoff: 700 eV
density cutoff ratio: 5
exchange-correlation grid ratio: 1
k mesh: 2 x 2 x 1, shifted by 0.5 0.5 0.5 of a step
self-consistency stop: 5e-08 eV per atom in the density residual
occupations: fixed
spin: none
net charge: 0

Cell vectors (angstrom)
a  11.6015  0  0
b  0  13.3963  0
c  0  0  30.9529

Atoms: element, x, y, z (angstrom)
Si  11.6166  -0.1142  24.3376
Si  3.7113  -0.1796  24.2158
Si  7.786  -0.1028  24.0739
Si  2.0232  3.1193  24.418
Si  5.9453  3.3482  24.3015
Si  9.8904  3.2441  24.1988
Si  11.6616  6.5801  24.2889
Si  4.0053  6.5636  24.1392
Si  7.7692  6.599  24.3156
Si  1.8983  9.8617  24.2249
Si  5.8194  10.0612  24.1972
Si  9.6892  9.8062  24.2486
Si  11.6675  2.0895  25.2075
Si  4.0171  2.0842  25.0079
Si  7.8784  2.1356  24.8954
Si  2.0265  5.4521  24.9207
Si  5.8583  5.5242  25.1611
Si  9.7247  5.47  25.0165
Si  11.6239  8.7796  25.1166
Si  3.909  8.8268  24.9181
Si  7.7027  8.8477  25.0306
Si  1.8864  12.0889  25.1167
Si  5.7935  12.2756  24.9388
Si  9.6594  12.1162  24.932
Si  11.6189  2.1624  27.5214
Si  3.9334  2.1495  27.3898
Si  7.7868  2.1732  27.3197
Si  1.9848  5.5086  27.3292
Si  5.8191  5.5436  27.4854
Si  9.6937  5.5087  27.3886
Si  11.6096  8.8545  27.4569
Si  3.8778  8.8707  27.3363
Si  7.7236  8.8927  27.3999
Si  1.9189  12.1815  27.4577
Si  5.7979  12.2654  27.3453
Si  9.6526  12.1961  27.3401
Si  1.9793  1.0459  28.1974
Si  5.8577  1.0769  28.1863
Si  9.6674  1.038  28.1916
Si  11.6395  4.4292  28.1905
Si  3.8854  4.3988  28.1883
Si  7.7614  4.4014  28.1839
Si  1.9599  7.7384  28.1766
Si  5.7988  7.7883  28.2019
Si  9.6563  7.753  28.1878
Si  11.5742  11.0968  28.2061
Si  3.8876  11.1048  28.1724
Si  7.717  11.1301  28.1729
Si  1.9336  1.1164  30.558
Si  5.8008  1.1164  30.558
Si  9.6679  1.1164  30.558
Si  0  4.4654  30.558
Si  3.8672  4.4654  30.558
Si  7.7343  4.4654  30.558
Si  1.9336  7.8145  30.558
Si  5.8008  7.8145  30.558
Si  9.6679  7.8145  30.558
Si  0  11.1635  30.558
Si  3.8672  11.1635  30.558
Si  7.7343  11.1635  30.558
Si  0  0  0.3944
Si  3.8672  0  0.3944
Si  7.7343  0  0.3944
Si  1.9336  3.3491  0.3944
Si  5.8008  3.3491  0.3944
Si  9.6679  3.3491  0.3944
Si  0  6.6981  0.3944
Si  3.8672  6.6981  0.3944
Si  7.7343  6.6981  0.3944
Si  1.9336  10.0472  0.3944
Si  5.8008  10.0472  0.3944
Si  9.6679  10.0472  0.3944
Si  11.5789  0.0638  2.7271
Si  3.8939  0.0514  2.7572
Si  7.7023  0.0715  2.7672
Si  1.9358  3.4182  2.7523
Si  5.7618  3.4076  2.7838
Si  9.6209  3.439  2.7691
Si  11.5565  6.7054  2.7684
Si  3.8589  6.7493  2.7764
Si  7.7191  6.7692  2.8129
Si  1.9267  10.0484  2.7344
Si  5.8094  10.0985  2.796
Si  9.6375  10.1056  2.7747
Si  11.5767  2.3225  3.4325
Si  3.8301  2.2773  3.6036
Si  7.6972  2.3165  3.5793
Si  1.9158  5.6556  3.575
Si  5.7861  5.6483  3.6016
Si  9.6162  5.6518  3.6894
Si  11.5714  8.9427  3.4798
Si  3.8687  8.9848  3.5778
Si  7.7339  9.0101  3.6761
Si  1.931  12.3099  3.369
Si  5.8069  12.3249  3.6179
Si  9.6369  12.3714  3.5256
Si  11.5791  2.3966  5.7464
Si  3.7927  2.3043  6.002
Si  7.658  2.3819  5.9649
Si  1.8953  5.7108  5.9525
Si  5.7485  5.707  5.989
Si  9.5908  5.6951  6.1501
Si  11.574  8.9773  5.8194
Si  3.8566  9.0455  5.9666
Si  7.7611  9.1003  6.1182
Si  1.9239  12.3311  5.6692
Si  5.8098  12.3774  6.0195
Si  9.6502  12.484  5.8867
Si  1.786  1.1104  6.5029
Si  5.7528  1.2222  6.7366
Si  9.672  1.3747  6.6306
Si  11.5868  4.5538  6.6948
Si  3.8046  4.5661  6.7228
Si  7.5955  4.5714  6.9223
Si  1.8989  7.9547  6.7365
Si  5.7905  7.9557  6.7979
Si  9.7159  7.9763  6.8975
Si  11.5716  11.2428  6.4125
Si  3.7976  11.3118  6.6518
Si  7.8051  11.4003  6.8877
H  5.7778  1.2403  8.2384
H  3.7923  4.5681  8.2244
H  11.6937  4.3946  8.1847
O  1.3271  0.6992  8.0422
O  3.4955  11.4903  8.295
O  7.3079  4.4799  8.5954
O  9.9665  8.1896  8.567
O  5.7389  7.9402  8.4794
O  1.7978  7.9903  8.403
O  9.8132  1.7572  8.2469
O  -0.0651  11.1006  8.048
O  7.9838  11.7007  8.5306
H  0.0852  -0.03  22.8421
H  0.0218  6.6554  22.7949
H  7.6995  6.585  22.8195
O  5.8746  10.3398  22.5422
O  3.1416  12.9286  22.6412
O  6.0171  3.7969  22.6939
O  1.9412  2.6145  22.8465
O  10.2703  3.2593  22.5617
O  7.9011  -0.1711  22.3897
O  1.6669  9.6915  22.5714
O  4.2915  6.4518  22.4889
O  9.6895  9.4357  22.624
Si  3.0589  9.707  14.2408
Si  10.7004  7.0658  19.1991
Si  5.4198  12.9148  16.7617
Si  7.3445  5.3362  9.9947
Si  8.99  8.064  9.8847
Si  8.78  4.666  19.5039
Si  2.0421  2.4698  21.2536
Si  11.3781  9.8839  19.1223
Si  3.5066  0.1028  11.3635
Si  5.2357  2.3815  15.6242
Si  10.7646  12.124  17.0558
Si  8.0869  3.0286  16.9744
Si  4.1895  6.9887  20.9447
Si  6.0283  1.3971  12.7088
Si  6.6923  8.7286  19.8333
Si  11.5696  11.0365  9.648
Si  8.1997  0.7467  21.068
Si  3.9555  4.1787  19.7699
Si  8.4173  3.196  11.8341
Si  0.1684  6.3139  14.3314
Si  3.1174  8.8245  17.1347
Si  8.6797  11.9534  9.9866
Si  4.004  10.8745  9.7177
Si  10.0112  1.4242  9.8224
Si  5.4319  6.7349  11.7958
Si  1.4689  0.5431  16.5432
Si  5.8861  10.6413  14.8382
Si  1.6925  12.5818  13.7611
Si  8.1827  0.0837  18.0857
Si  1.27  6.3002  17.2619
Si  6.1777  8.8928  9.7448
Si  1.812  8.6375  9.896
Si  7.4319  6.9049  14.2797
Si  6.2655  8.4389  16.7869
Si  2.3108  9.3907  21.1
Si  1.2311  0.439  9.628
Si  9.4016  4.3513  14.5219
Si  7.6768  12.1146  12.8456
Si  9.7783  8.4499  12.9729
Si  2.8012  3.4503  16.9593
Si  10.4348  11.4656  13.9437
Si  9.607  8.9649  21.0861
Si  3.1271  11.8353  18.3147
Si  5.2112  10.8534  21.1412
Si  3.4827  -0.2864  21.0423
Si  6.6086  3.5484  21.2069
Si  10.5484  2.6139  21.0786
Si  2.4173  7.2005  12.4478
O  10.0111  3.6886  19.9652
O  6.6124  2.981  16.2698
O  9.7791  1.1723  20.984
O  4.8393  1.0013  16.4127
O  3.7034  10.2367  21.0269
O  11.5248  0.1773  16.9386
O  5.8544  5.6722  10.6076
O  1.849  2.0962  16.9215
O  7.6691  4.7152  20.7266
O  9.1291  13.5041  10.1223
O  3.9337  3.3698  15.7696
O  2.49  11.2086  14.0885
O  0.5099  2.286  20.7209
O  2.6753  3.8623  20.7193
O  2.5214  9.1435  15.6626
O  8.5547  1.6009  17.6124
O  4.6861  12.2442  18.0486
O  2.2899  7.5224  17.6742
O  8.0004  4.0935  18.1981
O  6.9593  10.9039  13.6584
O  8.3381  8.1292  13.6815
O  1.7371  7.4125  10.9728
O  3.0835  1.2848  20.7695
O  10.542  11.4473  15.5799
O  8.1212  4.6683  11.2489
O  1.1651  9.7213  19.9847
O  6.839  13.4645  13.1498
O  10.5913  7.6475  20.762
O  2.4802  13.3581  12.596
O  6.2865  6.5518  13.1748
O  2.6789  0.8969  10.2092
O  5.6968  8.2198  11.1533
O  6.9696  8.333  18.2626
O  5.5456  7.8077  20.5474
O  2.5349  8.7023  13.0858
O  10.2358  9.9684  13.3321
O  1.9455  4.844  16.9021
O  4.6926  9.7208  14.2084
O  9.231  3.5153  15.9128
O  5.4752  2.1498  14.0354
O  7.6879  11.7056  11.2631
O  5.2257  12.0184  15.4109
O  11.5904  1.3123  10.2027
O  3.8777  6.5161  12.2167
O  2.7986  7.849  20.8595
O  4.6633  8.3304  17.0571
O  5.0288  12.4955  20.9856
O  2.9932  10.2143  18.0231
O  9.3753  12.4276  17.8113
O  0.9309  12.2843  10.0926
O  10.8886  7.4696  13.6201
O  9.0699  3.3112  13.3136
O  1.5434  6.2157  13.4294
O  6.9818  12.9805  17.1314
O  6.7735  7.2883  15.7365
O  0.4713  6.7148  15.8912
O  7.0229  2.3622  11.8667
O  10.8982  8.4829  18.3573
O  10.0426  11.0779  10.2094
O  8.3539  5.5936  14.5248
O  0.3075  6.1224  18.598
O  2.6814  12.3142  19.8306
O  6.1618  10.2824  19.9388
O  7.7902  9.171  9.7721
O  7.8053  13.3962  19.6749
O  6.6129  9.8758  16.0866
O  0.5561  9.6283  10.1824
O  11.5728  11.0467  18.0004
O  4.1072  5.7958  19.8344
O  7.3341  2.1079  21.1976
O  4.7943  1.0053  11.7339
O  2.3197  12.7652  17.2719
O  8.2358  6.6461  9.6799
O  10.9343  4.9018  14.3409
O  9.1722  12.3673  13.4453
O  1.6758  0.2896  14.9543
O  10.1644  10.2191  20.1752
O  3.974  12.0158  10.8692
O  8.0828  8.5677  20.6645
O  9.48  2.5829  10.7941
O  0.1742  12.1655  13.3323
O  9.7078  8.1907  11.3465
O  5.5412  10.3739  9.5579
O  5.3482  3.4747  20.2004
O  9.3519  6.1394  19.0782
O  3.6635  3.5226  18.3264
O  3.1534  9.5438  10.1179

Results
free energy: -166636.937 eV
free energy less fixed offsets of H -17.10, O -569.03, Si -635.61 eV per atom: -3.707 eV

Forces (eV/angstrom), in the order of the atoms: element, x, y, z
Si  0.0337  0.0005  -0.0013
Si  -0.0505  -0.0203  -0.0548
Si  0.0288  -0.0223  -0.0875
Si  -0.0426  -0.0152  -0.0396
Si  -0.0296  0.012  -0.0681
Si  0.034  -0.0034  -0.0581
Si  -0.019  -0.0177  -0.0433
Si  0.0416  0.0048  -0.0699
Si  -0.0118  -0.0016  -0.0183
Si  -0.0404  -0.0126  -0.0637
Si  0.0096  0.0007  -0.0751
Si  0.0237  -0.0121  -0.0578
Si  -0.0156  -0.018  -0.0279
Si  0.0271  0.0123  0.0105
Si  0.0246  0.0031  0.0369
Si  0.0192  0.0117  0.0258
Si  0.0074  -0.0132  -0.0184
Si  0.0043  0.0129  0.0003
Si  -0.0138  0.014  -0.0069
Si  0.0012  -0.0066  0.0315
Si  -0.0264  -0.0091  0.0039
Si  -0.0572  -0.0014  -0.0188
Si  -0.0215  0.0188  0.0291
Si  0.0304  -0.0009  0.0158
Si  -0.0246  0.014  -0.0192
Si  -0.0086  0.0158  -0.0274
Si  -0.0078  0.022  -0.0401
Si  0.0083  0.0136  -0.0291
Si  -0.0074  0.0107  -0.025
Si  -0.0129  -0.0002  -0.0167
Si  0.0041  0.0101  -0.0173
Si  -0.0008  0.0164  -0.0378
Si  -0.0017  0.0034  -0.0276
Si  0.0147  0.0094  -0.0063
Si  0.0076  -0.002  -0.04
Si  0.0096  0.019  -0.0282
Si  0.0222  0.0082  -0.0043
Si  0.0152  0.0074  0.0176
Si  -0.0068  -0.015  0.0035
Si  0.0018  -0.0066  0.0083
Si  -0.0133  -0.0152  0.0167
Si  0.0244  -0.0034  0.0071
Si  0.0132  0.002  0.0055
Si  0.0039  -0.0053  0.0069
Si  -0.0042  0.0004  -0.0014
Si  -0.019  0.001  -0.0083
Si  0.0101  0.0006  0.0101
Si  -0.006  0.003  0.02
Si  0.1232  -0.1017  0.0921
Si  0.1461  -0.084  -0.1008
Si  -0.0976  -0.2092  0.0215
Si  0.0995  0.0564  -0.0336
Si  -0.0538  -0.1539  -0.0646
Si  0.0954  -0.2024  -0.0404
Si  0.1325  -0.0899  -0.1053
Si  -0.0552  0.0404  0.1135
Si  -0.0491  -0.1117  -0.0125
Si  -0.1116  -0.0394  0.1345
Si  0.1024  -0.1161  -0.0829
Si  -0.0376  -0.0139  -0.1206
Si  -0.108  0.0667  -0.2962
Si  0.1346  0.1448  -0.0539
Si  -0.0981  0.1447  0.1259
Si  0.1031  0.1603  -0.0394
Si  -0.0774  0.0951  0.1537
Si  -0.1633  0.252  0.0147
Si  -0.1333  -0.1207  0.048
Si  0.001  0.0901  0.1228
Si  0.0385  0.1557  0.3128
Si  0.0281  -0.1099  -0.2843
Si  0.0516  0.0409  0.2881
Si  -0.0918  0.075  0.0904
Si  -0.0164  -0.0072  0.009
Si  0.0298  0.0047  -0.0064
Si  -0.0269  0.0166  -0.0176
Si  0.0356  0.0089  -0.0011
Si  0  0.008  -0.0139
Si  -0.0386  -0.0006  -0.0039
Si  -0.0035  -0.0137  -0.0056
Si  -0.0098  -0.0045  -0.0067
Si  0.0039  0.0125  -0.0282
Si  0.0046  -0.0071  0.0052
Si  0.0146  -0.0049  -0.0243
Si  -0.0131  0.015  -0.0077
Si  0.012  -0.0171  0.0164
Si  -0.0071  -0.0104  0.0286
Si  0.0127  -0.0129  0.021
Si  0.0081  -0.0005  0.0185
Si  0.0148  -0.0095  0.0273
Si  -0.0104  -0.0079  0.0382
Si  -0.0039  0.0006  0.0306
Si  -0.0018  -0.0081  0.0344
Si  -0.0017  -0.0265  0.0276
Si  -0.0019  -0.0035  0.0207
Si  0.0015  -0.0071  0.0284
Si  0.0065  -0.0298  0.023
Si  0.0007  -0.0054  0.0316
Si  -0.0187  0.0191  -0.0313
Si  -0.0117  -0.008  -0.0165
Si  0.0106  -0.0118  0.0038
Si  0.0014  0.0091  0.0103
Si  -0.0344  -0.0149  -0.0299
Si  -0.0043  0.0206  0.0114
Si  0.0024  -0.0219  -0.0141
Si  0.0197  0.0054  -0.0422
Si  -0.0153  0.0015  0.0239
Si  0.0129  -0.0018  -0.0461
Si  -0.0142  -0.0009  -0.0083
Si  -0.0654  -0.0188  0.0692
Si  0.0149  0.008  0.0086
Si  0.039  0.013  0.048
Si  0.0358  0.0162  0.0416
Si  -0.0062  -0.0073  0.0221
Si  -0.0289  0.006  0.0736
Si  -0.0134  0.0108  0.0711
Si  -0.0276  0.0098  0.0687
Si  0.0338  0.022  0.0678
Si  0.0032  -0.0192  0.0594
Si  -0.0467  0.023  0.0575
Si  0.0288  0.0079  0.0602
H  -0.0041  -0.0119  0.0058
H  0.0002  -0.0033  0.0004
H  -0.0055  -0.0042  0.0003
O  0.0298  -0.001  -0.0028
O  0.0404  -0.0275  0.0012
O  0.026  -0.0018  -0.0075
O  -0.0384  -0.012  -0.0218
O  0.023  0.0054  -0.0053
O  0.0085  0.0038  -0.0082
O  0.0067  -0.018  -0.0126
O  0.004  -0.0024  -0.0069
O  0.0091  -0.0085  -0.0131
H  -0.0029  0.0034  0.0011
H  0.0019  0.0059  -0.0021
H  0.0043  0.0042  -0.0006
O  -0.0244  -0.0016  0.0127
O  0.058  0.0222  -0.0195
O  0.0067  -0.0079  0.0051
O  0.0122  0.0155  0.005
O  -0.0282  0.0022  0.0121
O  -0.0018  0.0266  0.0086
O  0.0362  0.0147  0.0027
O  -0.0345  0.0205  -0.0019
O  -0.0008  0.0087  0.0065
Si  -0.0034  -0.0026  -0.0021
Si  -0.0002  -0.0009  -0.0046
Si  -0.0024  0.0003  -0.0032
Si  -0.0024  0.0018  -0.0041
Si  -0.0052  -0.0003  0.0065
Si  -0.0018  0.0047  -0.0045
Si  0.004  0.0037  -0.0135
Si  0.0003  -0.0003  -0.0063
Si  -0.0005  0.0052  -0.004
Si  -0.0037  0.0053  -0.0045
Si  0.0005  -0.0017  -0.0018
Si  0.0019  0.0027  -0.0041
Si  -0.0064  0.0006  -0.0061
Si  -0.0059  0.0023  -0.0022
Si  0.0031  0.0016  -0.0075
Si  0.0022  -0.0011  0.0027
Si  -0.0033  0.0043  -0.0082
Si  -0.0011  0.0006  -0.006
Si  0.0016  0.0043  0.0007
Si  0.0028  -0.0034  0.0008
Si  -0.0026  -0.001  -0.0002
Si  -0.0011  -0.002  0.0087
Si  0.0072  -0.001  0.0027
Si  0.0085  -0.0022  0.0073
Si  -0.002  -0.0015  0.0004
Si  -0.0032  0.0038  -0.0054
Si  -0.0011  -0.002  -0.0019
Si  0.0017  0.0035  -0.0053
Si  0.002  -0.0013  -0.0055
Si  -0.0028  -0.0007  -0.0015
Si  0.0006  0.0043  0.0024
Si  0.0012  -0.0075  0.0052
Si  -0.0019  -0.0003  0.0027
Si  0.0037  -0.0024  -0.0021
Si  -0.0019  -0.0019  -0.0006
Si  0.0075  0.0039  0.0021
Si  0.0053  -0.0026  0.0018
Si  -0.0006  -0.0003  0
Si  0.0015  0.0018  0.001
Si  0.0012  0.0022  -0.0066
Si  0.0025  -0.0009  -0.0009
Si  0.0025  0.0013  -0.002
Si  0.0025  -0.002  0.0023
Si  0.0009  0.0106  -0.011
Si  0.0045  -0.0002  0.0073
Si  -0.004  0.0033  -0.0032
Si  -0.0002  0.0031  -0.012
Si  -0.0009  -0.0045  -0.0006
O  -0.0175  -0.0001  0.0135
O  0.0035  -0.0146  -0.002
O  -0.0218  0.0197  0.0081
O  0.0187  -0.0014  -0.009
O  0.0157  0.0103  0.0019
O  0.0062  -0.0157  -0.0159
O  0.0163  0.015  0.0068
O  0.0194  0.0027  -0.0084
O  -0.0005  -0.033  -0.0144
O  0.0083  -0.0049  -0.013
O  -0.0025  -0.0162  0.0154
O  0.0025  -0.0014  -0.006
O  0.0005  0.0077  0.0102
O  0.0068  -0.0193  -0.0149
O  0.0249  0.0012  0.002
O  -0.018  -0.0028  -0.001
O  -0.0098  -0.0022  -0.0195
O  -0.0061  0.0011  -0.014
O  0.018  -0.0116  0.0029
O  -0.0015  0.0145  0.0078
O  0.014  -0.0193  -0.0038
O  0.0145  0.0176  0.0044
O  -0.0172  0.0131  0.0078
O  0.0057  0.0175  -0.0055
O  -0.0036  -0.0148  0.0061
O  -0.0174  -0.005  0.004
O  -0.0034  0.0058  -0.0175
O  -0.0237  0.0326  -0.0043
O  0.0129  -0.0137  -0.0172
O  0.0103  0.0097  -0.0067
O  -0.0097  -0.0268  0.0094
O  0.0059  -0.0132  -0.0167
O  -0.0187  0.0125  0.0077
O  0.0014  0.0111  -0.0015
O  0.0082  -0.0136  0.0029
O  -0.0027  0.0044  0.0025
O  0.0013  -0.0037  0.0056
O  -0.0089  0.0216  0.0204
O  -0.0237  0.0069  -0.0019
O  0.0089  -0.012  -0.0002
O  0.0159  0.0134  0.0124
O  0.016  -0.0115  0.0084
O  -0.0006  -0.0191  -0.0228
O  -0.0008  0.0185  -0.0046
O  0.012  0.0062  -0.0027
O  0.0023  0.0172  -0.012
O  -0.01  -0.0285  -0.0097
O  0.0004  0.005  -0.0146
O  0.0072  0.0114  -0.0091
O  0.0017  0.0059  -0.0104
O  -0.0095  -0.0066  -0.0008
O  -0.007  0.0179  -0.0085
O  -0.0029  0.0221  -0.0035
O  -0.0137  0.015  0.0033
O  0.0011  0.0162  -0.0092
O  0.0078  -0.0084  -0.0091
O  0.01  0.0017  0.0145
O  0.0126  0.0183  0.0118
O  -0.0043  0.0186  -0.0141
O  0.0097  -0.0008  -0.0061
O  0.0008  0.0094  -0.0207
O  0.0235  0.0029  -0.0152
O  -0.0102  -0.0236  0.0216
O  -0.0036  -0.0385  0.004
O  0.0139  0.0186  -0.0047
O  -0.027  -0.0108  -0.0117
O  0.0148  0.0022  -0.0177
O  -0.0171  -0.0083  0.0041
O  0.0014  -0.0083  0.0173
O  0.0092  -0.0019  -0.0105
O  0.0009  -0.0134  0.0135
O  0.0043  0.0046  0.0057
O  -0.0021  0.0041  0.0066
O  -0.017  0.021  0.0026
O  -0.0024  -0.0268  -0.0034
O  -0.0155  -0.0117  0.0185
O  0.013  -0.0374  -0.0045
O  -0.0147  0.0081  -0.0142
O  0.0133  0.0072  -0.0093
O  -0.0134  -0.0123  0.0047
O  0.0022  -0.007  0.0212
O  -0.0134  0.0047  0.0031
O  -0.0222  -0.0233  0.0075
O  0.0004  0.0179  0.0204
O  0.0063  -0.0201  0.0094
O  -0.0167  0.0083  -0.0077
O  -0.0156  0.0036  -0.0119

The program warned: the cutoff lies below the one the program advises for these potential files; the exchange-correlation potential is rough where the density is thin.
